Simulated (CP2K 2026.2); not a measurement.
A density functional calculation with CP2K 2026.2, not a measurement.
Periodic cell of 432 atoms, Si324O108, from a study of silicon, its oxide and their interface. The atomic structure is a simulated model.
Doubt: the forces sum to 2.53 eV/angstrom along one axis rather than to zero, so they err by at least 0.0059 eV/angstrom per atom on average; the grid cutoff is modest.

Settings: functional PBE; method Gaussian and plane waves; basis set DZVP-MOLOPT-SR-GTH; pseudopotentials GTH-PBE; grid cutoff 300 Ry, relative cutoff 40 Ry; k points Gamma only; occupations fixed; spin none; net charge 0.

Cell vectors (angstrom)
a	16.32	0	0
b	0	16.32	0
c	-5.6829	-3.2304	29.5584

Atoms and the computed forces on them: element, x, y, z (angstrom), force x, y, z (eV/angstrom)
Si	0.857	-1.188	-0.216	0.434	-0.139	0.649
Si	3.926	1.579	-0.037	0.119	-0.131	0.652
Si	1.692	3.761	0.157	0.009	0.176	0.753
Si	4.441	6.557	-0.113	-0.307	0.284	0.741
Si	1.233	-6.998	0.131	-0.022	0.333	0.683
Si	4.327	-4.207	-0.096	-0.18	0.034	0.64
Si	7.085	-1.671	0.29	-0.155	0.107	0.743
Si	9.323	1.341	0.024	-0.041	0.187	0.718
Si	6.776	4.437	0.023	0.076	-0.408	0.726
Si	9.685	6.512	0.112	0.008	0.245	0.69
Si	6.527	9.854	-0.046	0.152	-0.068	0.734
Si	-6.864	-3.727	0.111	0.127	-0.324	0.688
Si	-3.814	-1.5	0.17	-0.362	0.386	0.655
Si	-1.121	1.27	0.099	-0.192	0.074	0.703
Si	-4.43	4.331	0.024	0.13	-0.18	0.732
Si	-1.57	6.955	0.049	0.109	-0.194	0.665
Si	-3.715	-7.09	0.129	-0.199	0.064	0.725
Si	-1.668	-3.871	0.364	0.286	-0.183	0.701
Si	2.678	-0.106	1.086	-0.049	-0.005	-0.044
Si	5.539	2.755	1.235	0.007	0.021	-0.036
Si	2.85	5.444	1.291	-0.001	0.034	-0.05
Si	5.415	8.23	1.255	0.002	-0.005	-0.022
Si	2.664	-5.397	1.174	-0.002	-0.017	-0.052
Si	5.436	-2.812	1.438	-0.016	-0.046	-0.043
Si	8.18	-0.034	1.507	-0.003	0.002	-0.047
Si	-5.64	2.8	1.338	0.004	-0.038	-0.05
Si	8.181	5.479	1.541	0.008	0.013	-0.033
Si	-5.407	8.119	1.322	-0.003	-0.021	-0.063
Si	8.225	10.901	1.24	-0.008	-0.017	-0.036
Si	-5.396	-2.622	1.504	0.035	0.013	-0.014
Si	-2.725	0.141	1.399	0.013	0.016	-0.002
Si	0.098	2.681	1.47	0.024	0.008	-0.024
Si	-2.765	5.393	1.324	-0.023	-0.007	-0.019
Si	-0.123	8.096	1.52	-0.01	-0.022	-0.044
Si	-2.748	-5.516	1.565	-0.022	-0.021	-0.054
Si	-0.007	-2.665	1.412	0.03	0.035	-0.038
Si	1.436	1.228	2.696	0.043	-0.033	0.032
Si	4.175	4.076	2.68	-0.001	-0.004	0.034
Si	1.401	6.739	2.68	0.021	-0.015	0.023
Si	4.005	9.54	2.614	0.004	0.039	0.032
Si	1.397	-4.057	2.663	-0.023	-0.036	0.014
Si	4.022	-1.368	2.614	-0.003	0.045	0.005
Si	6.776	1.387	2.71	0.001	0.014	0.032
Si	9.469	4.079	2.861	0.016	-0.005	0.025
Si	6.772	6.918	2.718	-0.005	0.014	0.003
Si	9.529	9.511	2.641	-0.004	0.007	0.005
Si	6.86	12.175	2.734	0.02	-0.015	0.031
Si	-6.76	-1.323	2.869	0.005	-0.007	0.043
Si	-4.175	1.455	2.682	-0.008	0.017	0.011
Si	-1.358	4.069	2.692	-0.002	0.006	0.001
Si	-4.076	6.772	2.74	-0.007	-0.019	0.04
Si	-1.369	-6.821	2.897	0.001	0.01	0.052
Si	-4.127	-4.099	2.822	-0.018	0.025	0.035
Si	-1.387	-1.296	2.761	-0.016	0.008	0.032
Si	0.023	-0.012	4.114	0.015	0.001	-0.009
Si	2.777	2.682	4.014	-0.013	-0.013	-0.012
Si	0.017	5.413	4.054	-0.015	0.014	0.001
Si	2.708	8.163	4.032	0.006	0.006	0.007
Si	0.05	-5.404	4.094	0.011	0.002	-0.015
Si	2.728	-2.715	4.051	0.013	0.005	-0.003
Si	5.388	0	4.012	0.003	-0.029	-0.012
Si	8.111	2.698	4.149	0.012	-0.008	-0.013
Si	5.459	5.477	4.066	-0.014	-0.017	-0.028
Si	8.17	8.208	4.069	0.018	-0.011	0.026
Si	5.428	10.835	4.033	0.004	-0.013	-0.019
Si	8.158	-2.739	4.116	-0.013	0.007	0
Si	-5.41	0.067	4.146	0.009	0.001	0.007
Si	-2.744	2.742	4.058	-0.026	-0.002	-0.002
Si	-5.432	5.444	4.133	0.002	0.022	0.001
Si	-2.753	8.116	4.16	-0.039	0.009	-0.009
Si	-5.499	-5.468	4.107	-0.014	-0.001	0.01
Si	-2.719	-2.709	4.105	0.006	0.009	-0.004
Si	1.338	-1.387	16.321	-0.019	0.003	0.006
Si	4.067	1.313	16.286	0.022	0.005	-0.022
Si	1.394	4.129	16.334	0.004	-0.013	0.023
Si	4.098	6.821	16.36	0.014	-0.021	-0.003
Si	1.35	-6.825	16.412	0.011	-0.01	0.014
Si	4.049	-4.116	16.284	-0.003	-0.009	0.013
Si	6.847	-1.32	16.27	-0.01	-0.003	0.005
Si	-6.755	1.392	16.249	-0.013	0.011	-0.005
Si	6.73	4.033	16.255	0.007	0.002	0.002
Si	-6.849	6.804	16.277	0.006	0.008	0.013
Si	6.783	9.505	16.378	-0.008	-0.005	-0.006
Si	-6.81	-4.093	16.332	-0.011	0.015	0.004
Si	-4.082	-1.377	16.316	0	0.024	0.035
Si	-1.371	1.378	16.237	-0.004	0	-0.006
Si	-4.053	4.096	16.312	0.017	-0.004	0.001
Si	-1.338	6.795	16.355	0.012	0.011	-0.01
Si	-4.077	9.555	16.331	-0.001	-0.002	0.016
Si	-1.345	-4.093	16.377	-0.005	-0.011	0.002
Si	2.693	-0.02	17.654	0.01	0.004	-0.011
Si	5.442	2.618	17.649	0.004	-0.022	-0.037
Si	2.794	5.45	17.74	-0.017	-0.023	-0.018
Si	5.41	8.181	17.788	-0.005	0.011	-0.009
Si	2.738	-5.448	17.744	0.01	0.005	-0.033
Si	5.449	-2.717	17.523	0.005	0.002	-0.05
Si	8.221	0.075	17.615	-0.011	0	-0.027
Si	-5.394	2.714	17.643	-0.005	-0.022	-0.006
Si	8.057	5.42	17.564	-0.008	0.017	-0.043
Si	-5.513	8.209	17.615	-0.032	0	-0.048
Si	8.16	10.865	17.721	0.025	0.012	-0.007
Si	-5.454	-2.735	17.686	0	0.013	-0.018
Si	-2.701	0.029	17.613	0.009	0.004	-0.029
Si	-0.039	2.754	17.583	-0.017	0.011	-0.042
Si	-2.705	5.446	17.705	0.004	-0.014	-0.002
Si	-0.003	-8.217	17.793	0.019	0.003	-0.007
Si	-2.687	-5.467	17.75	0.013	-0.018	-0.004
Si	-0.001	-2.71	17.744	-0.014	-0.008	-0.001
Si	1.246	1.338	18.916	-0.02	-0.012	0.032
Si	4.081	3.92	19.023	-0.026	-0.007	0.026
Si	1.485	6.831	19.156	-0.001	0.034	0.039
Si	4.135	-6.719	19.215	0.004	0.014	0.084
Si	1.343	-4.097	19.101	0.003	-0.012	0.023
Si	4.108	-1.409	18.907	0.011	0.007	0.05
Si	6.863	1.344	19.054	0.006	0.004	0.047
Si	-6.876	4.054	18.842	-0.019	-0.011	0.036
Si	6.746	6.718	19.051	-0.003	-0.02	0.068
Si	-6.837	9.492	19.119	0.007	-0.014	0.055
Si	6.798	-3.994	18.942	0.001	0.009	0.058
Si	9.589	-1.228	18.984	0.036	0.011	0.031
Si	-3.978	1.414	19.02	0.009	0.01	0.053
Si	-1.294	4.111	19.056	0.006	-0.005	0.052
Si	-4.157	6.837	18.92	0.001	0.022	0.047
Si	-1.415	-6.904	19.186	-0.032	-0.001	0.036
Si	-4.089	-4.096	19.058	-0.003	0.001	0.021
Si	-1.397	-1.313	19.042	-0.01	0.021	0.04
Si	-0.266	0.274	20.364	0.072	-0.199	-0.751
Si	2.395	2.791	20.282	0.247	-0.025	-0.688
Si	0.359	5.176	20.363	-0.086	0.13	-0.702
Si	2.5	8.521	20.54	0.223	-0.231	-0.754
Si	0.148	-5.663	20.422	-0.122	0.176	-0.725
Si	2.996	-2.923	20.297	-0.188	0.046	-0.748
Si	5.69	-0.313	20.227	-0.056	0.216	-0.767
Si	8.068	2.924	20.355	0.115	-0.279	-0.691
Si	5.694	5.009	20.305	-0.152	0.234	-0.666
Si	8.352	7.805	20.356	-0.097	0.187	-0.746
Si	5.31	-5.023	20.427	0.085	-0.218	-0.729
Si	7.97	-2.385	20.164	0.083	-0.063	-0.76
Si	-5.109	-0.138	20.343	-0.203	0.125	-0.752
Si	-2.413	2.552	20.4	-0.191	0.125	-0.77
Si	-5.767	5.641	20.081	0.063	0.006	-0.751
Si	-3.126	-8.047	20.44	0.243	-0.022	-0.7
Si	-5.203	-5.681	20.394	-0.187	0.097	-0.768
Si	-2.99	-2.452	20.327	0.115	-0.112	-0.726
Si	-7.918	-7.977	-1.971	-0.019	-0.017	0.076
Si	3.322	-0.119	-4.32	0.041	-0.105	0.051
Si	-6.299	1.774	22.604	0.076	0.142	-0.152
Si	-4.877	0.179	-2.024	0.061	0.032	0.028
Si	-2.966	6.77	23.262	-0.069	-0.026	-0.157
Si	8.128	-7.813	-5.035	0.001	0.145	-0.066
Si	5.339	1.209	-2.839	0.045	-0.025	0.149
Si	-6.797	-3.955	22.464	-0.01	-0.006	-0.096
Si	1.178	-1.552	22.463	0.004	0.02	-0.139
Si	6.665	-1.42	-2.673	0.017	0.058	0.091
Si	-4.26	4.063	22.405	0.048	-0.024	0.067
Si	2.524	7.595	-1.896	0.031	-0.022	-0.051
Si	-0.017	6.334	23.238	0.083	-0.024	-0.04
Si	0.1	-2.007	-3.139	0.082	-0.057	0.154
Si	1.081	-6.431	-2.745	-0.026	-0.119	0.144
Si	-2.914	2.587	-2.117	0.009	-0.039	0.176
Si	0.269	0.616	-4.642	-0.125	0.015	0.062
Si	-7.376	2.551	-5.075	-0.015	-0.072	0.02
Si	-2.162	-4.035	-2.489	0.064	0.047	0.073
Si	-1.112	-3.74	22.522	-0.017	0.03	-0.179
Si	-5.214	-6.628	-2.454	0.048	-0.09	0.123
Si	0.282	5.482	-2.058	-0.052	0.101	0.133
Si	-7.356	-2.475	-4.387	-0.078	-0.172	-0.047
Si	7.744	2.828	-2.236	0.075	0.013	0.058
Si	-0.95	3.552	-4.217	0.07	-0.053	0.003
Si	-1.419	-6.3	-4.424	0.124	0.112	-0.006
Si	-5.25	-3.848	-2.682	-0.046	0.069	0.165
Si	2.369	8.052	23.507	0.025	-0.029	-0.052
Si	7.543	-8.153	23.335	0.07	0.014	-0.076
Si	1.972	-4.108	-4.226	-0.074	-0.015	-0.126
Si	-3.846	-7.535	-4.898	0	0.189	0.001
Si	4.038	-2.667	-2.85	-0.059	0.039	0.186
Si	4.104	1.339	22.354	-0.066	-0.009	-0.065
Si	4.874	4.173	22.929	-0.14	0.134	-0.039
Si	6.844	-5.252	23.226	-0.105	0.019	-0.09
Si	-5.899	-0.157	-4.925	0.056	0.106	-0.038
Si	1.367	-1.387	5.45	-0.01	-0.008	0.017
Si	4.086	1.35	5.43	0.004	0.016	0.009
Si	1.377	4.032	5.386	0.02	-0.003	-0.009
Si	4.07	6.81	5.412	0.014	0.009	0
Si	1.382	9.52	5.432	0.007	0.004	0.013
Si	4.097	12.235	5.397	0.011	0.013	0.013
Si	6.764	-1.353	5.403	-0.006	0.005	0.011
Si	9.507	1.374	5.493	-0.004	0.002	0.019
Si	6.783	4.11	5.462	-0.001	0.005	0.008
Si	9.509	6.824	5.443	0.007	0.001	0.016
Si	6.786	9.521	5.439	-0.005	0.007	0.003
Si	9.498	-4.096	5.479	-0.011	0.003	0.014
Si	-4.064	-1.34	5.467	-0.002	-0.012	0.01
Si	-1.363	1.376	5.421	-0.015	-0.02	-0.007
Si	-4.065	4.087	5.47	-0.004	0.003	0.005
Si	-1.334	6.77	5.451	-0.003	-0.017	0.012
Si	-4.116	-6.813	5.468	-0.002	0.004	0.019
Si	-1.34	-4.064	5.446	-0.01	0.003	0.019
Si	2.722	-0.007	6.794	0.001	-0.002	0
Si	5.429	2.722	6.798	0.001	-0.003	-0.002
Si	2.71	5.428	6.758	0.003	0.005	-0.002
Si	5.436	8.148	6.792	0.008	-0.007	0.004
Si	2.743	10.882	6.783	0.003	-0.008	0
Si	5.43	-2.72	6.784	0.001	0.001	-0.006
Si	8.135	-0.015	6.798	-0.003	0.006	-0.004
Si	10.882	2.736	6.828	0.005	0.001	0.001
Si	8.161	5.455	6.811	0.008	0.003	0.002
Si	10.859	-8.16	6.834	-0.016	0.003	-0.003
Si	8.129	-5.442	6.824	-0.005	0.011	0.004
Si	10.879	-2.718	6.803	0	-0.003	0.005
Si	-2.697	0.012	6.812	0.006	-0.009	0.001
Si	0.005	2.72	6.786	-0.007	0.005	-0.007
Si	-2.699	5.434	6.825	-0.007	-0.005	0.001
Si	0.008	8.163	6.79	-0.01	0.012	0.002
Si	-2.719	-5.439	6.786	-0.001	0.006	0.003
Si	0.011	-2.725	6.823	0.013	-0.004	0.005
Si	1.357	1.354	8.151	0	-0.017	-0.005
Si	4.064	4.082	8.146	0.003	-0.015	-0.004
Si	1.363	6.791	8.14	-0.004	-0.004	-0.007
Si	4.087	9.518	8.153	0.01	0.01	-0.002
Si	1.374	-4.094	8.161	-0.006	0.009	-0.002
Si	4.075	-1.366	8.157	-0.003	-0.001	-0.002
Si	6.791	1.361	8.157	0.007	0.009	-0.003
Si	9.522	4.098	8.176	0.01	0.009	-0.001
Si	6.794	6.804	8.167	-0.004	-0.006	-0.002
Si	9.5	-6.796	8.182	-0.005	-0.013	-0.001
Si	6.781	-4.07	8.168	0.007	-0.004	0.004
Si	9.507	-1.367	8.158	-0.015	-0.01	-0.001
Si	-4.073	1.363	8.169	-0.005	0.007	-0.011
Si	-1.343	4.072	8.171	-0.007	0.013	-0.002
Si	-4.075	6.801	8.169	0.005	0.001	-0.002
Si	-1.361	-6.801	8.15	-0.003	-0.003	-0.003
Si	-4.076	-4.081	8.156	0.004	0.01	-0.007
Si	-1.346	-1.356	8.172	0	-0.002	-0.002
Si	0.01	-0.001	9.529	-0.002	-0.001	0.003
Si	2.713	2.72	9.512	-0.012	0.019	-0.006
Si	0.005	5.447	9.52	-0.01	-0.007	0.004
Si	2.717	8.156	9.504	0.005	-0.007	-0.007
Si	0.003	-5.449	9.515	0.007	-0.001	-0.002
Si	2.721	-2.726	9.525	0.005	-0.002	0.004
Si	5.435	-0.003	9.517	0.005	-0.002	-0.006
Si	8.154	2.723	9.513	-0.001	-0.009	-0.002
Si	5.429	5.437	9.51	0.01	0.004	-0.002
Si	8.147	-8.157	9.538	0.004	0.002	0.002
Si	5.433	-5.443	9.525	-0.007	0.006	0.001
Si	8.154	-2.723	9.525	-0.002	-0.003	0
Si	-5.444	-0.002	9.51	0.008	-0.004	-0.006
Si	-2.711	2.719	9.53	0.006	-0.007	0.003
Si	-5.434	5.45	9.536	-0.005	-0.002	0.003
Si	-2.718	-8.152	9.523	-0.004	0.001	0.001
Si	-5.439	-5.439	9.523	-0.006	0.007	-0.005
Si	-2.715	-2.723	9.516	0	0.002	-0.003
Si	1.363	-1.367	10.89	-0.003	0.002	0.001
Si	4.076	1.362	10.873	-0.002	-0.01	-0.001
Si	1.356	4.081	10.876	0	0.005	0
Si	4.07	6.798	10.868	0.002	-0.004	-0.003
Si	1.359	9.511	10.877	-0.011	-0.002	0.002
Si	4.071	-4.093	10.888	0.009	-0.005	-0.003
Si	6.79	-1.368	10.88	0.012	0.002	0.001
Si	9.515	1.359	10.867	-0.001	0.013	0
Si	6.796	4.086	10.871	-0.007	-0.004	-0.002
Si	9.523	-9.507	10.89	-0.001	-0.002	0
Si	6.789	-6.797	10.894	0.001	0.002	0.004
Si	9.519	-4.082	10.881	0.002	0.007	0.002
Si	-4.078	-1.36	10.867	-0.007	-0.007	-0.004
Si	-1.352	1.357	10.886	0.007	-0.01	0.005
Si	-4.071	4.085	10.886	0.003	0.003	0.002
Si	-1.355	6.811	10.881	-0.002	0.002	0.001
Si	-4.078	-6.796	10.891	0.002	-0.005	0
Si	-1.359	-4.09	10.875	-0.001	0.007	-0.002
Si	2.725	0	12.242	0.007	0.007	0.004
Si	5.434	2.731	12.229	0.015	0.011	0.001
Si	2.705	5.449	12.233	-0.007	-0.017	-0.003
Si	5.417	8.154	12.237	-0.008	-0.005	0.002
Si	2.714	10.864	12.25	0.004	0.006	0.001
Si	5.436	-2.738	12.242	-0.012	-0.006	-0.005
Si	8.16	-0.008	12.226	-0.01	-0.011	0.004
Si	10.873	2.72	12.224	-0.001	-0.015	0.006
Si	8.155	5.45	12.233	0.016	0.011	-0.003
Si	10.881	-8.151	12.259	-0.01	0	0.005
Si	8.159	-5.437	12.246	0.004	-0.008	0.004
Si	10.893	-2.723	12.226	0.004	0.012	-0.001
Si	-2.714	-0.01	12.233	-0.006	0.001	0.005
Si	0.005	2.721	12.243	-0.004	0.009	0.003
Si	-2.713	5.455	12.244	0.003	-0.005	0.006
Si	0	8.169	12.252	0.006	-0.002	0.007
Si	-2.71	-5.444	12.254	0.001	0.006	0.004
Si	-0.005	-2.736	12.24	0	0	0.006
Si	1.37	1.364	13.604	0.002	-0.006	-0.007
Si	4.06	4.089	13.585	0.002	0.018	0.002
Si	1.362	6.812	13.609	0.001	-0.007	-0.001
Si	4.064	9.498	13.618	0.002	-0.013	0.004
Si	1.342	-4.105	13.605	-0.006	-0.004	0.001
Si	4.073	-1.381	13.594	0.012	0.005	-0.009
Si	6.8	1.363	13.57	0	0.003	0.002
Si	9.526	4.096	13.582	-0.009	0	-0.007
Si	6.782	6.802	13.59	0.002	-0.003	-0.006
Si	9.514	-6.788	13.615	0.002	0.005	0.003
Si	6.793	-4.093	13.614	0.004	0.006	-0.002
Si	9.528	-1.373	13.577	-0.002	-0.003	0.002
Si	-4.085	1.355	13.571	-0.004	0.009	-0.001
Si	-1.346	4.096	13.595	0	-0.005	-0.004
Si	-4.068	6.813	13.617	0.006	0.006	-0.001
Si	-1.353	9.522	13.633	0	0	0.003
Si	-4.069	-4.072	13.6	-0.005	0.006	0.001
Si	-1.362	-1.378	13.601	0.004	-0.005	0
Si	0.006	-0.012	14.942	0.007	0.012	-0.014
Si	2.725	2.733	14.969	0	0.012	-0.011
Si	0.013	5.453	14.968	-0.006	-0.005	-0.011
Si	2.703	8.156	15.009	-0.015	0.005	-0.005
Si	0.013	-5.455	15.016	0.016	0.013	-0.001
Si	2.694	-2.739	14.949	0.023	-0.004	-0.01
Si	5.445	-0.007	14.92	0.002	-0.017	-0.017
Si	8.162	2.731	14.919	0.003	0.003	-0.011
Si	5.408	5.452	14.946	0.002	-0.003	-0.015
Si	8.121	8.175	14.952	-0.003	-0.004	-0.011
Si	5.435	10.847	14.971	0.009	-0.004	-0.013
Si	8.175	-2.729	14.947	-0.001	0.002	-0.008
Si	-5.427	-0.019	14.93	0.009	-0.01	-0.011
Si	-2.735	2.737	14.913	0	-0.005	-0.017
Si	-5.438	5.45	14.961	-0.019	-0.003	0.001
Si	-2.711	8.165	15	-0.01	-0.003	-0.005
Si	-5.431	-5.42	14.961	0.001	-0.013	-0.004
Si	-2.704	-2.739	14.985	-0.003	-0.001	0.003
O	-2.3	-3.071	21.661	-0.153	-0.124	0.316
O	-1.342	1.404	20.884	-0.051	0.12	0.401
O	6.961	4.061	20.755	0.178	0.214	0.588
O	4.899	5.264	21.72	-0.439	0.207	0.012
O	-4.143	-1.109	-1.389	-0.066	-0.414	-0.381
O	1.316	-6.714	20.881	0.239	-0.131	0.196
O	-4.225	-6.329	-1.213	0.237	0.736	-0.006
O	-5.515	5.46	-0.472	-0.152	0.257	-0.325
O	2.4	-2.114	21.571	0.142	0.265	0.271
O	-8.103	-2.728	-0.216	-0.139	0.117	-0.153
O	2.785	1.84	21.559	-0.449	-0.336	0.152
O	2.773	2.682	-0.45	0.16	0.014	-0.506
O	6.815	-1.381	20.759	-0.141	0.113	0.648
O	-0.551	-5.057	21.771	-0.178	-0.249	0.473
O	-4.098	-1.342	20.822	0.002	-0.166	0.237
O	3.989	6.961	-1.661	0.272	0.095	-0.543
O	0.862	4.342	-1.099	-0.315	-0.17	-0.234
O	4.638	1.018	-1.39	-0.117	-0.245	-0.065
O	0.04	-6.751	-3.937	0.13	-0.21	-0.531
O	3.048	8.077	22.023	0.447	-0.083	0.119
O	-5.245	2.942	23.077	-0.077	-0.254	0.706
O	-5.393	-5.305	-3.33	-0.162	-0.078	-0.624
O	-0.151	0.078	-0.462	-0.178	-0.113	-0.315
O	1.863	0.425	-4.678	0.176	0.203	-0.308
O	-6.077	-3.909	-1.294	-0.135	-0.34	-0.164
O	7.621	-8.022	21.725	-0.391	0.561	-0.063
O	-2.359	3.22	-3.489	-0.352	0.001	-0.429
O	-0.114	2.153	-4.287	0.314	0.014	0.198
O	-2.631	8.118	-0.406	-0.084	-0.073	-0.255
O	-0.251	5.837	21.717	-0.552	0.19	0.016
O	4.123	-3.973	20.866	0.126	-0.212	0.494
O	0.78	7.752	23.307	-0.326	0.51	-0.147
O	-6.624	-7.036	-1.81	0.02	0.134	0.04
O	1.411	3.994	20.817	0.195	0.002	0.263
O	4.919	0.22	21.546	0.033	-0.374	0.176
O	3.466	4.331	23.705	-0.172	-0.366	0.023
O	-2.803	7.363	21.757	0.148	-0.282	-0.01
O	6.579	6.963	23.857	-0.56	0.105	-0.255
O	-3.8	3.684	-1.331	-0.212	0.138	-0.338
O	6.907	-6.752	23.88	-0.181	-0.092	0.535
O	-1.412	-4.456	-1.121	0.311	-0.429	-0.105
O	5.621	5.486	-0.415	-0.078	0.009	-0.369
O	3.747	0.696	23.786	0.101	0.248	0.413
O	-2.249	-7.668	-4.669	0.237	-0.563	-0.053
O	3.367	-1.186	-3.069	-0.084	0.087	0.439
O	-0.89	6.312	-1.296	-0.275	-0.057	-0.293
O	-1.288	-2.83	-3.11	-0.351	0.21	-0.59
O	-7.509	2.413	21.721	-0.325	0.245	0.175
O	-4.135	-6.829	20.89	0.201	0.179	0.235
O	5.428	-5.345	-0.572	0.17	-0.181	-0.293
O	6.52	-1.091	-1.107	-0.201	0.563	-0.064
O	-5.752	-4.945	21.736	0.221	0.054	0.391
O	-3.694	-3.544	-2.422	-0.157	0.324	0.377
O	-0.267	-0.49	-3.582	-0.464	0.08	0.156
O	4.157	1.222	-3.936	-0.213	0.562	-0.353
O	0.451	-0.331	21.695	0.035	0.26	0.426
O	2.213	8.097	-0.377	0.448	-0.177	0.506
O	1.034	-2.772	-4.258	-0.128	0.063	-0.403
O	8.139	8	-3.512	-0.438	-0.439	-0.042
O	-3.828	1.313	-2.463	0.084	-0.086	-0.461
O	-7.577	7.011	-1.129	-0.432	-0.264	0.084
O	-3.009	3.259	21.751	0.288	-0.103	0.322
O	5.028	2.645	22.449	0.392	-0.322	-0.135
O	-7.556	-3.022	21.411	0.013	0.088	0.29
O	1.519	-4.897	-2.887	0.1	0.351	0.56
O	-8.091	1.742	-1.127	-0.4	-0.198	0.058
O	0.914	5.229	23.988	-0.275	-0.392	0.298
O	1.468	6.509	-2.44	0.009	0.066	-0.291
O	-4.614	-7.703	-3.479	0.122	-0.463	-0.013
O	2.618	-6.888	24.301	-0.323	0.021	-0.034
O	-5.76	-0.15	-3.312	-0.418	-0.255	0.083
O	3.786	-3.308	-1.367	-0.116	0.39	-0.215
O	-1.683	2.103	-1.186	0.394	0.527	-0.365
O	6.126	-5.422	21.779	0.21	-0.325	0.128
O	6.253	2.529	-2.788	-0.356	0.51	-0.119
O	7.631	4.182	-1.36	0.186	0.365	-0.377
O	-5.923	-2.871	-3.759	0.417	0.323	-0.271
O	3.531	-4.403	24.235	-0.418	0.098	-0.577
O	-6.812	6.711	20.757	0.147	-0.09	0.784
O	-7.256	7.766	23.829	0.523	0.044	-0.282
O	-6.025	-2.982	23.474	-0.089	0.147	-0.21
O	-5.79	0.645	-0.792	0.123	-0.183	0.06
O	6.318	0.006	-3.332	0.454	0.073	-0.404
O	-7.668	-6.278	-5.188	0.45	0.17	0.36
O	-0.216	4.72	-3.375	0.084	0.204	-0.34
O	1.815	-1.074	23.865	-0.346	0.047	0.278
O	-3.754	7.931	24.098	-0.175	0.135	-0.107
O	7.119	-7.198	-1.38	-0.084	0.032	-0.46
O	-7.917	-4.851	23.18	0.268	-0.373	0.425
O	-1.711	-4.116	23.968	0.013	-0.499	0.066
O	0.102	-2.708	22.719	-0.066	-0.045	0.312
O	-2.697	-2.654	0.042	-0.018	0.029	-0.225
O	3.493	-3.648	-4.004	0.314	-0.193	-0.198
O	0.87	-1.941	-1.687	0.203	-0.175	-0.043
O	-7.55	2.851	-3.484	0.227	0.007	-0.036
O	-5.125	4.753	21.257	-0.031	-0.153	-0.069
O	5.618	-2.565	-3.09	0.222	-0.462	-0.308
O	6.089	-4.035	24.001	0.202	0.174	0.237
O	2.372	-7.426	-2.86	0.334	0.344	-0.508
O	-3.725	5.316	23.307	-0.189	0	0.283
O	-5.579	0.648	21.685	0.059	-0.195	0.315
O	8.074	-2.004	-3.135	0.067	-0.181	0.268
O	0.454	-6.587	-1.26	-0.702	0.301	-0.143
O	-6.88	0.974	23.882	-0.389	-0.034	0.058
O	-2.162	-5.428	-3.294	-0.416	-0.28	-0.105
O	-1.484	6.528	23.879	0.003	0.032	0.576
O	4.346	-1.87	24.207	0.155	0.139	-0.333
O	6.207	4.356	23.797	0.337	-0.34	0.267

Results
total energy: -82019.966 eV
total energy less fixed offsets of O -438.25, Si -107.07 eV per atom: 1.714 eV
